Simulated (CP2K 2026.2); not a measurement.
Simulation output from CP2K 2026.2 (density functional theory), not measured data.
Periodic cell of 436 atoms, Si320O116, from a study of silicon, its oxide and their interface. The atomic structure is a simulated model.
Doubt: the forces sum to 1.95 eV/angstrom along one axis rather than to zero, so they err by at least 0.0045 eV/angstrom per atom on average; the grid cutoff is modest.

Settings: functional PBE; method Gaussian and plane waves; basis set DZVP-MOLOPT-SR-GTH; pseudopotentials GTH-PBE; grid cutoff 350 Ry, relative cutoff 50 Ry; k points Gamma only; occupations fixed; spin none; net charge 0.

Cell vectors (angstrom)
a	15.3866	0	0
b	0	15.3866	0
c	1.7356	-4.279	33.1518

Atoms and the computed forces on them: element, x, y, z (angstrom), force x, y, z (eV/angstrom)
Si	1.7931	9.5052	28.5478	0.0718	-0.1053	0.758
Si	1.8145	-2.7475	28.3842	-0.1153	0.1943	0.7558
Si	1.8004	1.7508	28.4583	0.0067	-0.1593	0.8012
Si	1.6896	4.8739	28.423	0.1699	0.2107	0.737
Si	5.6373	9.554	28.4748	0.0713	-0.2585	0.7586
Si	5.6118	-2.6871	28.541	0.1172	0.2147	0.8047
Si	5.8156	1.6049	28.4672	-0.1514	-0.2275	0.7342
Si	5.6955	4.7641	28.4213	-0.1409	0.25	0.8024
Si	9.5719	8.7011	28.2814	-0.0679	0.2161	0.7522
Si	9.443	-1.5887	28.3923	0.0021	-0.0036	0.0305
Si	9.4508	0.8587	28.6356	0.1632	-0.33	0.5299
Si	9.3879	5.5713	28.4784	0.1605	-0.0893	0.6946
Si	13.4581	8.6537	28.3497	-0.094	0.217	0.7843
Si	13.3823	-1.3941	28.1668	0.0167	0.0609	0.0447
Si	13.3822	1.0052	28.531	-0.0613	-0.2736	0.5194
Si	13.39	5.5002	28.4514	-0.1303	-0.1989	0.7085
Si	3.7423	9.177	29.7959	0.0081	0.0048	-0.077
Si	3.6757	-2.4415	29.8064	-0.0119	-0.0272	-0.0188
Si	3.7792	1.4066	29.6913	-0.0017	0.0263	-0.0458
Si	3.7091	5.2134	29.6345	0.0019	0.004	-0.0861
Si	7.6394	9.139	29.6351	0.0177	0.0039	-0.0338
Si	7.6104	-2.2952	29.7427	-0.0596	-0.0708	-0.0301
Si	7.6015	1.3788	29.95	0.0027	0.0377	0.0165
Si	7.5155	5.2953	29.8205	0.0104	-0.008	-0.0215
Si	11.4833	9.085	29.5969	0.0035	-0.0206	-0.0955
Si	11.4709	-2.2023	29.4593	-0.0389	-0.0379	-0.0192
Si	11.4336	1.3977	29.7857	-0.0075	0.0025	-0.0853
Si	11.3974	5.2818	29.686	-0.012	0.0051	-0.0553
Si	15.2457	9.1566	29.7934	0.0209	-0.0174	-0.026
Si	15.1953	-2.2718	29.5514	0.0408	-0.0546	0.0113
Si	15.287	1.4491	29.8176	0.0185	0.0297	0.008
Si	15.2545	5.245	29.8332	-0.0104	0.0178	-0.0207
Si	3.7197	11.0599	31.1884	0.003	-0.0095	0.0673
Si	3.711	-0.4853	31.0954	0.0052	0.0136	0.0086
Si	3.7445	3.3366	31.0813	-0.0106	-0.0202	0.0604
Si	3.7389	7.1647	31.0175	-0.0022	-0.0076	0.0105
Si	7.6602	11.0807	31.013	-0.023	0.0108	-0.002
Si	7.5149	-0.521	31.2634	-0.0024	-0.0095	-0.0027
Si	7.622	3.3761	31.1778	0.0004	0.0013	0.0365
Si	7.5267	7.2625	31.0916	-0.002	0.01	0.022
Si	11.4515	11.1408	30.8301	0.0073	-0.0245	-0.0396
Si	11.4477	-0.5086	31.1325	0.0134	-0.0376	-0.0036
Si	11.4094	3.3718	31.0667	0.005	0.0178	0.0121
Si	11.4404	7.2124	31.061	-0.0012	0.0079	0.057
Si	15.1598	11.167	31.0073	0.0078	0.0173	-0.0185
Si	15.3259	-0.496	31.1133	-0.002	0.0071	-0.0246
Si	15.2308	3.3499	31.1862	-0.0111	-0.0062	0.0364
Si	15.3145	7.2149	31.1291	0.014	0.0038	0.0341
Si	1.7267	11.0894	32.4207	0.0007	0.0051	-0.0104
Si	1.8244	-0.4876	32.4897	-0.0012	0.0101	0.0214
Si	1.8216	3.3496	32.4656	0.0121	-0.007	-0.0142
Si	1.8523	7.2002	32.4481	-0.017	0.0033	0.0075
Si	5.7139	11.074	32.4287	-0.0097	-0.0016	-0.003
Si	5.5823	-0.4984	32.5349	-0.0052	0.0126	0.0129
Si	5.6532	3.367	32.4718	-0.0138	0.0112	-0.0274
Si	5.6207	7.2251	32.4458	0.0142	0.0178	0.0015
Si	9.5803	11.0902	32.3459	-0.0018	0.0124	-0.0002
Si	9.5162	-0.5049	32.4973	-0.0161	0.031	-0.0092
Si	9.5411	3.3771	32.4974	-0.0245	-0.0072	0.0081
Si	9.4989	7.2248	32.4135	0.0044	-0.0025	-0.029
Si	13.2751	11.1141	32.3735	-0.0017	-0.0452	0.0105
Si	13.378	-0.4921	32.4631	0.0033	0.0234	-0.0094
Si	13.297	3.3687	32.4879	0.0302	-0.0174	-0.0046
Si	13.3523	7.2141	32.4445	-0.0016	-0.0071	-0.0259
Si	15.4715	13.4409	11.5845	0.0059	0.0026	-0.0028
Si	15.4712	1.8926	11.6103	0.0171	0.0169	-0.0122
Si	15.479	5.7142	11.568	0.0113	-0.0132	-0.0182
Si	15.4818	9.5779	11.5693	-0.0008	-0.0176	0.0034
Si	3.8872	13.4359	11.5483	-0.0053	0.0022	-0.0023
Si	3.8963	1.884	11.5735	0.001	0.0129	-0.0157
Si	3.9081	5.7034	11.5927	-0.0218	-0.0142	-0.0188
Si	3.9078	9.5509	11.5544	0.0028	-0.0052	0.0017
Si	7.7597	13.4306	11.5459	0.0189	0.006	-0.0113
Si	7.7547	1.8722	11.5341	0.0077	0.0035	-0.0168
Si	7.7629	5.7041	11.5382	0.0017	-0.004	-0.0132
Si	7.7367	9.5695	11.505	-0.009	-0.0035	-0.0058
Si	11.6095	13.4458	11.5376	-0.0175	0.0098	-0.0063
Si	11.6259	1.9004	11.5491	-0.0177	0.0029	-0.0146
Si	11.5997	5.7154	11.5715	-0.0088	-0.0129	-0.0056
Si	11.6163	9.5562	11.5109	-0.0086	0.0144	-0.0055
Si	2.0014	13.4942	12.9659	-0.0036	-0.028	0.0192
Si	2.0091	1.9428	13.0032	0.0221	-0.0115	-0.0135
Si	1.9882	5.6488	12.985	-0.0162	0.0087	-0.0062
Si	2.0156	9.5135	12.9519	-0.0018	0.0078	0.0042
Si	5.816	13.3761	12.8783	0.001	-0.0024	-0.0015
Si	5.8355	1.8241	12.8927	-0.0116	0.0031	0.0159
Si	5.858	5.7269	12.9139	0.0079	-0.0186	0.0319
Si	5.8355	9.5743	12.901	0.0113	0.0154	-0.0187
Si	9.6925	13.4999	12.8969	-0.0031	-0.0525	-0.0071
Si	9.6861	1.9188	12.878	-0.0157	-0.0117	-0.0273
Si	9.6596	5.6488	12.9337	-0.0036	0.0143	-0.0251
Si	9.6676	9.5172	12.8144	0.0043	0.0087	-0.0147
Si	13.5225	13.4311	12.9086	-0.0002	-0.0284	-0.0184
Si	13.5269	1.8802	12.9434	0.0061	0.007	0.0613
Si	13.5485	5.7633	12.8988	-0.0138	0.0368	0.0011
Si	13.5293	9.629	12.8829	0.0111	-0.0076	-0.0174
Si	1.9919	0.0586	14.3813	-0.0042	-0.0195	0.0194
Si	2.0324	3.8016	14.5023	-0.0065	0.0011	0.022
Si	1.9954	7.547	14.3336	0.0065	0.0356	-0.0152
Si	2.0297	11.5009	14.216	0.0141	0.0004	-0.0568
Si	5.823	-0.1236	14.2411	-0.0064	-0.0004	-0.0009
Si	5.8758	3.7594	14.2105	0.0134	-0.0126	-0.0134
Si	5.8459	7.6702	14.2707	0.0092	0.0209	0.0014
Si	5.8143	11.4838	14.2817	-0.0022	-0.0265	-0.0135
Si	9.6939	0.0712	14.2842	0.0023	-0.0357	0.0011
Si	9.6711	3.7393	14.3661	0.0183	0.0424	-0.0228
Si	9.6056	7.6026	14.2018	0.0152	-0.0148	-0.0363
Si	9.7025	11.477	14.0743	-0.0017	0.0199	-0.0565
Si	13.49	-0.0714	14.3003	-0.0174	0.0259	0.0396
Si	13.5635	3.8479	14.2512	0.0204	-0.002	-0.0251
Si	13.5404	7.7244	14.2219	0.0131	0.0101	-0.0471
Si	13.4981	11.5284	14.2881	0.0084	-0.0424	-0.0277
Si	15.3775	0.0629	15.6985	0.075	-0.0273	0.0037
Si	15.3784	3.8178	15.7898	0.0385	0.0416	0.0746
Si	15.4194	7.6808	15.6575	-0.0011	0.0117	0.019
Si	15.4893	11.5372	15.5395	0.0186	0.0076	0.0549
Si	3.9793	-0.0236	15.7086	-0.0355	0.0024	-0.0053
Si	4.1119	3.8107	15.7495	-0.0088	0.0083	0.046
Si	3.9624	7.5479	15.6778	-0.0937	-0.0023	0.0458
Si	3.8954	11.4602	15.6707	-0.0223	0.0235	0.0576
Si	7.735	-0.0419	15.5963	0.053	-0.0238	-0.0156
Si	7.6992	3.6651	15.6996	0.007	-0.0123	0.0128
Si	7.7455	7.597	15.6702	-0.0107	-0.01	0.0047
Si	7.8399	11.4831	15.459	-0.0087	-0.0428	0.0267
Si	11.5897	0.0248	15.7255	-0.0049	0.0002	-0.0036
Si	11.6664	3.8011	15.6297	-0.0324	0.0416	0.0501
Si	11.5522	7.7015	15.4594	-0.0061	0.0298	0.0074
Si	11.5032	11.5486	15.5646	0.0138	0.0173	0.0723
Si	15.7812	-1.9352	16.8513	-0.1707	0.0909	-0.7264
Si	14.7287	1.9197	17.0839	-0.047	-0.0146	0.0437
Si	14.9507	5.8074	17.0072	0.3091	-0.0517	-0.7774
Si	15.7703	9.6568	16.8994	-0.168	-0.0454	-0.7613
Si	3.5548	-1.978	16.9696	0.2375	-0.0293	-0.79
Si	4.6786	1.8622	16.9832	0.2402	-0.0202	-0.6169
Si	4.7853	5.7276	17.0226	0.0547	-0.0027	-0.0546
Si	3.5199	9.4784	16.9281	0.174	0.0702	-0.7758
Si	8.3576	-2.0084	16.7198	0.3621	0.1329	-0.5685
Si	7.1575	1.7368	17.0535	0.004	-0.0188	0.0349
Si	7.301	5.6236	16.9385	-0.295	0.0386	-0.4763
Si	8.073	9.6167	16.8553	-0.151	-0.089	-0.7436
Si	10.8263	-1.9446	16.8209	-0.2314	0.0906	-0.6658
Si	12.275	1.9572	16.9943	0.0358	-0.0822	0.055
Si	11.8028	5.8357	16.8127	-0.1871	-0.1513	-0.6701
Si	11.1694	9.5751	16.8049	0.1609	0.1144	-0.7861
Si	3.8888	-0.6455	24.0861	0.0033	0.0346	0.1641
Si	14.7858	-1.403	19.678	-0.1009	0.0248	-0.1299
Si	15.3093	6.3295	19.9688	0.0133	-0.0637	-0.0274
Si	1.2259	5.6395	22.4582	-0.007	-0.0635	-0.0218
Si	5.7478	9.8224	19.0419	0.0594	0.0468	-0.1873
Si	9.6793	5.2229	18.9591	-0.0325	0.0595	-0.0304
Si	6.0869	5.2764	21.5409	-0.0497	-0.106	-0.0582
Si	16.3451	9.0557	21.2104	0.073	-0.0226	0.0234
Si	15.7	11.8597	21.7268	-0.0301	-0.032	0.1145
Si	12.1683	12.8299	19.6435	-0.0991	-0.0266	-0.0397
Si	15.4847	1.6358	19.345	-0.1841	0.166	-0.6967
Si	8.8584	10.1079	25.6613	0.0273	0.0739	0.0741
Si	13.4036	11.7672	23.9602	0.0826	0.0883	-0.0423
Si	7.5486	-1.7391	19.7048	0.1341	0.0174	-0.0979
Si	13.165	2.3034	21.3739	-0.0238	-0.1238	-0.0809
Si	14.1363	9.2726	25.4037	0.0249	-0.0456	0.078
Si	4.8071	12.7584	19.7981	-0.1245	-0.0267	-0.0666
Si	3.1431	2.6548	19.6429	0.0257	-0.0384	-0.0906
Si	13.8657	6.771	23.6176	0.0843	-0.0186	-0.0917
Si	9.8934	7.3086	20.9308	-0.1226	-0.0261	0.1299
Si	3.3525	7.7001	21.4132	0.0272	-0.0601	-0.1411
Si	12.5125	4.0979	23.6044	0.0229	-0.0875	0.0894
Si	9.9392	2.6425	23.764	0.0511	-0.0906	-0.0688
Si	9.6772	12.0312	21.3819	-0.043	0.0139	-0.0973
Si	11.0474	2.3215	18.9895	0.526	0.0068	-0.4848
Si	12.9201	7.6984	20.8192	-0.0339	-0.1301	-0.0061
Si	4.2679	5.4876	19.3071	0.0768	0.123	-0.5525
Si	13.384	10.0043	18.9668	-0.051	0.017	-0.1783
Si	6.1277	-0.6796	26.2718	0.0753	-0.0116	0.1561
Si	13.916	-1.1675	25.793	-0.2494	-0.0251	0.5443
Si	12.8586	3.2034	26.4487	0.1399	-0.0681	0.0769
Si	3.2988	12.2539	22.3442	-0.0954	0.0251	-0.0488
Si	4.5866	1.7778	22.3821	0.0637	0.0724	-0.1013
Si	2.0644	7.1382	26.4691	-0.0893	-0.0455	0.02
Si	4.1874	9.6089	23.4093	-0.0875	-0.1402	-0.0164
Si	3.7769	4.4145	23.4741	0.0127	0.097	-0.0512
Si	8.8975	-2.1465	26.1687	0.1587	0.0816	0.6142
Si	8.2652	1.2498	19.1561	-0.4227	0.1437	-0.586
Si	6.0576	8.7128	25.547	-0.0591	-0.0361	0.0837
Si	4.8588	6.1553	25.8344	0.0018	-0.0864	-0.0836
Si	1.3237	8.8833	24.2706	0.019	-0.0171	-0.0142
Si	10.7061	-2.1094	23.6915	-0.0464	0.0664	0.1031
Si	9.6769	3.1447	26.6008	0.009	-0.0478	0.149
Si	9.1933	9.3465	22.7437	-0.0235	-0.0252	0.1081
Si	1.5783	-0.5046	26.2158	-0.0282	-0.0834	0.1139
Si	7.5002	2.6078	21.8083	-0.0876	-0.0654	0.0269
Si	7.2055	8.1791	21.1746	0.1306	0.0482	-0.0821
Si	12.1231	0.4248	23.6331	0.1097	0.0424	0.0458
Si	0.0529	13.4304	0.6268	-0.0127	-0.0068	-0.0016
Si	0.0669	1.8631	0.6775	-0.014	0.0059	-0.0049
Si	0.073	5.7209	0.6842	-0.0116	0.0052	0.014
Si	0.0881	9.5622	0.6633	0.0063	-0.0083	0.0071
Si	3.9157	13.433	0.644	-0.0036	0.002	0.001
Si	3.9144	1.8466	0.6953	0.0024	-0.0052	0.0001
Si	3.8982	5.7315	0.6918	0.0049	-0.0026	0.0106
Si	3.9164	9.5796	0.6608	0.0144	0.0021	0.0126
Si	7.7949	13.4445	0.5966	-0.005	0.0053	-0.0023
Si	7.7933	1.8451	0.661	-0.0014	-0.0191	0.0023
Si	7.7821	5.7171	0.6806	0.0033	0.002	0.0222
Si	7.7797	9.5989	0.6648	0.0038	0.0023	0.0195
Si	11.59	13.4498	0.6041	0.0084	0.0119	0.0013
Si	11.599	1.8726	0.661	-0.0095	-0.0092	0.0164
Si	11.5985	5.7148	0.673	-0.0018	-0.0009	0.013
Si	11.5995	9.583	0.6741	0.0052	-0.0023	0.01
Si	1.9815	13.4434	1.9997	0.0052	0.0285	-0.002
Si	1.9865	1.8457	2.0413	0.0088	0.0027	0.0073
Si	1.986	5.731	2.053	-0.0045	-0.0061	0.0024
Si	2.0003	9.5745	2.032	-0.0031	0.001	-0.0035
Si	5.8619	13.4255	1.9793	-0.0094	0.0118	-0.0032
Si	5.8586	1.8629	2.0195	-0.0102	0.0173	0.0069
Si	5.8433	5.7232	2.0243	-0.0072	-0.0127	0.0025
Si	5.8463	9.5782	2.0157	-0.0048	0.0024	-0.0008
Si	9.6896	13.4263	2.0012	0.0052	-0.0041	-0.0082
Si	9.6945	1.8709	2.0405	0.0059	0.0226	0.0083
Si	9.6912	5.7169	2.0497	0.0001	-0.0193	0.0079
Si	9.6881	9.5931	2.0432	0.0004	-0.0076	-0.0062
Si	13.5152	13.4235	1.9873	-0.0012	-0.0032	-0.003
Si	13.5246	1.8677	2.023	0.0071	0.0078	0.0091
Si	13.5265	5.7289	2.028	0.0112	-0.0114	0.0041
Si	13.5384	9.5713	2.0153	0.0014	-0.0058	0.0001
Si	1.9857	-0.0587	3.4045	-0.01	-0.0003	0.0083
Si	1.9928	3.7883	3.383	0.0024	0.003	-0.0034
Si	1.9923	7.6579	3.4023	-0.0016	0.0061	-0.0006
Si	1.9902	11.5135	3.368	-0.007	-0.0133	-0.0157
Si	5.8449	-0.0577	3.3756	-0.0104	0.0031	-0.0012
Si	5.8476	3.7939	3.3778	0.0136	-0.0037	0.0049
Si	5.8426	7.6516	3.3804	0.0018	0.0057	0.0002
Si	5.8498	11.5093	3.3651	0.0149	-0.003	-0.0044
Si	9.6923	-0.0546	3.3894	-0.0002	0.0008	0.0007
Si	9.6879	3.7938	3.4025	-0.0129	0.0029	0.0095
Si	9.6888	7.6562	3.3919	0.0028	0.0086	0.0092
Si	9.6901	11.5165	3.3919	0.0005	-0.0073	0.0082
Si	13.5326	-0.0554	3.3779	0.014	0.0036	0.0029
Si	13.5272	3.7979	3.3806	-0.0113	-0.0006	0.0012
Si	13.5332	7.6529	3.3867	0.0025	0.0012	0.0015
Si	13.5272	11.5037	3.3654	-0.008	-0.0018	-0.0029
Si	15.4467	-0.0508	4.7534	0.0057	-0.0014	0.0052
Si	15.4544	3.7982	4.7397	0.0037	-0.0068	-0.0063
Si	15.4525	7.6551	4.7539	-0.0007	-0.001	-0.0021
Si	15.4524	11.5034	4.7336	-0.0124	0.014	0.0014
Si	3.9218	-0.0519	4.7421	-0.0093	-0.0004	0.0007
Si	3.9189	3.795	4.7372	-0.0068	-0.0094	-0.0027
Si	3.9217	7.652	4.7494	-0.0046	-0.0099	-0.003
Si	3.9191	11.5059	4.7281	0.0091	0.0246	-0.0022
Si	7.763	-0.0506	4.7447	0.0007	0.0012	-0.0007
Si	7.76	3.7992	4.7509	0.0123	0.0041	0.0004
Si	7.7615	7.6526	4.7483	-0.0037	-0.0122	0.0015
Si	7.7601	11.5033	4.7468	0.0008	0.0038	0.0035
Si	11.6165	-0.0511	4.7487	0.002	-0.0043	0.0013
Si	11.6152	3.7997	4.7547	-0.0084	0	-0.0032
Si	11.6134	7.6548	4.7526	0.0057	-0.0011	0.0019
Si	11.6181	11.503	4.7485	0.0048	-0.002	0.0047
Si	15.4515	13.4151	6.1118	0.003	0.0043	0.0038
Si	15.4546	1.8804	6.1056	-0.0053	-0.0053	-0.0023
Si	15.4604	5.7222	6.1022	-0.0033	0.0015	-0.009
Si	15.4512	9.5819	6.108	0.0014	-0.012	-0.0026
Si	3.9158	13.4176	6.1055	-0.0021	0.0119	0.0009
Si	3.9144	1.8747	6.1	0.0088	-0.0065	-0.0018
Si	3.9123	5.7198	6.1004	0.0094	0.0021	-0.0042
Si	3.9195	9.5824	6.1011	-0.0032	-0.0018	-0.006
Si	7.7574	13.421	6.1149	-0.0007	0.0022	0.0023
Si	7.7614	1.8744	6.1064	-0.013	0.0083	0.0022
Si	7.761	5.7254	6.1062	-0.0039	-0.0035	0.0006
Si	7.7561	9.5765	6.1102	0.0078	0.0022	0.0005
Si	11.6224	13.4205	6.1182	-0.0002	-0.0031	-0.0004
Si	11.6145	1.8743	6.1103	0.0083	-0.0013	0.0011
Si	11.6148	5.7269	6.1111	-0.0005	-0.002	0.0011
Si	11.618	9.5786	6.1138	-0.0093	-0.0005	0.0022
Si	1.9914	13.422	7.4669	0.0012	-0.0025	-0.0028
Si	1.9922	1.8813	7.4661	-0.0011	-0.0013	-0.0026
Si	1.9919	5.7207	7.4705	-0.0044	-0.0079	-0.0078
Si	1.9936	9.5746	7.4634	-0.0009	0.0142	-0.0017
Si	5.8296	13.4201	7.4748	-0.0057	0.0054	0.0026
Si	5.8335	1.8761	7.4617	-0.0037	-0.0005	-0.0021
Si	5.8322	5.7203	7.4601	0.0016	-0.0091	0.0002
Si	5.8323	9.5752	7.4801	0.0016	-0.0007	0.0016
Si	9.6894	13.4234	7.4639	0.0042	-0.0007	0.0028
Si	9.687	1.8794	7.4652	-0.0031	-0.0071	-0.0027
Si	9.686	5.7227	7.4653	-0.0032	0.0031	0.0023
Si	9.6863	9.5736	7.4633	0.0054	-0.0005	-0.0001
Si	13.5424	13.4219	7.4894	0.0066	0.0041	0.0061
Si	13.5384	1.881	7.4721	0.0016	0.008	-0.0001
Si	13.5441	5.7244	7.4673	0.0056	-0.0047	-0.0074
Si	13.5384	9.5781	7.4878	-0.0014	-0.0013	0.0058
Si	1.9862	-0.0395	8.8289	0.0046	-0.0114	-0.0034
Si	1.9911	3.799	8.8394	0.0061	0.0031	-0.0012
Si	1.9954	7.6485	8.8281	-0.0008	-0.0009	0.0012
Si	1.9901	11.4978	8.8244	0.0023	0.0034	-0.0038
Si	5.8262	-0.0376	8.8296	-0.0006	0.0204	-0.0027
Si	5.8262	3.7982	8.8208	0.0002	0.0018	-0.0073
Si	5.8259	7.6337	8.8285	-0.0022	-0.0208	-0.002
Si	5.8233	11.5025	8.8432	0.0007	0.0151	0.0073
Si	9.69	-0.0414	8.8262	-0.0032	-0.0117	-0.0026
Si	9.686	3.8006	8.8299	0.0004	0.0055	-0.0044
Si	9.6865	7.6473	8.8217	-0.0022	0.005	-0.0056
Si	9.6846	11.4994	8.8182	-0.0011	0.0025	-0.0027
Si	13.5513	-0.0312	8.8435	-0.0006	0.0109	0.0028
Si	13.5421	3.8049	8.8317	0.0005	-0.0065	-0.008
Si	13.5486	7.6382	8.8375	0.0019	-0.027	-0.002
Si	13.5431	11.5017	8.8569	-0.0044	0.0005	0.0195
Si	15.4712	-0.0241	10.2214	-0.0065	-0.0059	0.0051
Si	15.4572	3.7937	10.2083	-0.0163	0.0069	0.0001
Si	15.473	7.6479	10.2083	0.0063	0.0039	-0.0033
Si	15.4797	11.5099	10.216	0.0077	-0.0051	0.0036
Si	3.9004	-0.0302	10.1928	0.0122	-0.0023	-0.0052
Si	3.9145	3.7994	10.2029	0.0082	-0.005	-0.0017
Si	3.9073	7.6234	10.2053	0.0099	0.0179	-0.0058
Si	3.891	11.4926	10.2062	0.0027	-0.0007	-0.0023
Si	7.7573	-0.0454	10.1748	-0.0029	0.0044	-0.0047
Si	7.7476	3.7919	10.1733	-0.0101	-0.0041	-0.0077
Si	7.7569	7.6315	10.1745	0.0074	0.0135	-0.0086
Si	7.7632	11.5086	10.1781	0.006	-0.0055	-0.0033
Si	11.6186	-0.023	10.1833	0.0068	0.0003	-0.0063
Si	11.6182	3.8123	10.1852	-0.0033	-0.0034	0.0006
Si	11.6135	7.6256	10.1795	-0.0042	0.0124	-0.0023
Si	11.5981	11.5065	10.189	-0.0065	-0.0122	0.0007
O	1.7873	0.7844	27.1592	-0.0694	-0.0134	-0.2008
O	9.6828	10.4334	21.6334	0.2208	-0.056	-0.2309
O	1.5955	2.1999	19.5901	0.1093	-0.1292	0.1319
O	13.6431	9.4381	26.9306	-0.2629	0.3196	-0.0547
O	14.4891	2.2676	20.4593	0.0739	0.2306	0.2409
O	8.1946	5.4608	18.3344	-0.1252	0.0613	0.2798
O	4.1546	5.0499	24.9025	-0.2552	-0.1569	0.229
O	4.4531	9.2897	18.2482	0.0287	-0.5232	0.1199
O	3.1951	4.2725	19.4961	-0.6015	0.1475	0.1046
O	1.9473	9.5602	17.4206	-0.0908	-0.219	0.5935
O	13.2604	7.6297	22.3905	-0.2186	0.3494	0.0499
O	1.9598	-1.9322	17.3384	-0.1117	0.1297	0.4197
O	7.5461	-2.1479	18.1429	-0.4941	-0.5004	-0.0694
O	10.9449	1.4222	24.1314	-0.2847	-0.1476	0.4148
O	9.1099	4.4892	27.2846	-0.2007	0.1953	-0.3324
O	9.6301	9.5812	17.3908	-0.0308	-0.1532	0.2856
O	5.6751	5.0048	19.9917	0.3868	-0.1077	-0.163
O	10.1787	3.6963	18.9265	-0.2319	0.0974	-0.2137
O	14.8669	-2.0345	18.1912	-0.2719	-0.1437	0.1294
O	6.2041	1.7194	22.2202	0.109	-0.3015	0.0061
O	13.3493	5.8393	17.359	0.0033	0.0008	0.2716
O	12.1706	9.4433	18.0695	-0.105	-0.1395	0.1195
O	14.7786	9.8135	18.1782	0.1198	-0.1072	0.3169
O	7.9811	-0.1984	19.8241	-0.0259	0.0925	0.5021
O	4.3319	-2.0051	18.3913	0.1429	0.0806	0.1427
O	4.1992	2.8632	23.518	0.1821	-0.1628	0.4224
O	2.1745	4.5012	23.1348	-0.4231	-0.2819	0.1583
O	13.6956	6.4359	20.1353	-0.27	-0.3158	-0.3858
O	4.0011	0.3576	22.832	-0.1322	-0.1183	-0.4122
O	13.2543	3.6751	22.2312	0.3322	0.4414	-0.1942
O	10.9251	3.864	23.3521	-0.2478	0.4559	-0.2882
O	12.774	5.6363	23.9555	-0.2481	0.1271	0.1831
O	5.7778	5.5152	26.9848	0.3526	-0.0496	-0.2087
O	7.5917	9.1319	25.6201	0.0351	-0.2437	0.1638
O	5.4512	-1.8335	27.1697	-0.4989	-0.0263	-0.0965
O	3.8264	6.8293	20.1394	-0.0892	0.1851	-0.2966
O	3.655	6.9662	26.5303	0.2093	0.2797	0.2296
O	6.0639	-1.7763	20.3353	-0.097	0.3625	0.5934
O	11.3215	-2.063	18.3737	-0.2582	0.2976	0.3307
O	7.8215	2.3683	20.243	-0.178	0.2754	-0.2365
O	3.779	-2.132	23.501	0.3162	-0.2629	0.1092
O	1.6906	8.4414	27.329	-0.2406	-0.0374	-0.1158
O	9.456	7.1054	27.8683	0.0253	-0.1254	-0.2563
O	13.1057	3.2212	24.8489	0.2398	-0.5364	-0.0469
O	15.7015	5.89	18.4635	0.3042	0.0521	0.2512
O	15.4154	-0.5411	25.7616	0.0502	0.3088	-0.2563
O	15.2888	6.0417	23.3036	0.1251	-0.0394	0.3048
O	1.7103	11.978	22.5414	-0.2101	-0.1984	0.2877
O	9.2238	1.7504	27.2703	-0.4662	0.0165	-0.225
O	1.4224	5.7917	27.0884	-0.4017	0.0521	-0.1765
O	5.5064	8.7771	27.061	-0.2147	-0.3054	-0.0954
O	13.5076	4.5122	27.1508	0.2075	0.1033	-0.2537
O	11.2765	3.2549	26.7134	0	0.0015	0.139
O	5.3795	11.2722	19.5929	0.178	-0.1147	0.2519
O	5.2338	-0.4755	24.9581	0.2713	-0.0043	-0.4266
O	13.9852	-2.6308	25.0994	0.0669	-0.3376	0.4587
O	1.7483	3.3077	27.9283	-0.1614	0.0298	-0.3471
O	9.4655	-2.6423	22.8182	-0.4629	0.1101	0.1565
O	5.6821	11.1376	28.0722	-0.1461	0.1584	-0.4468
O	7.1371	4.1662	22.0405	0.3119	0.275	0.0144
O	11.8772	2.2736	20.3855	-0.2054	-0.1691	0.2047
O	15.4725	0.0455	19.6451	0.3074	-0.27	0.1789
O	1.7968	11.0459	27.9642	0.1089	-0.0324	-0.2917
O	3.5936	-2.5628	20.8569	-0.4316	0.2905	-0.1209
O	2.2883	6.8444	22.2731	-0.1125	0.3492	0.3493
O	15.764	10.5079	20.8279	0.0174	-0.0691	-0.6261
O	13.0359	1.1057	22.4743	0.5142	-0.1428	-0.1913
O	9.8843	1.19	18.9678	0.1606	-0.4761	0.0494
O	13.4565	1.8462	27.0986	0.3925	-0.0874	-0.2537
O	5.7862	3.1775	28.0175	0.0453	0.0172	-0.3174
O	1.9411	-1.8667	27.0168	0.0084	-0.1101	-0.1975
O	2.5634	-0.341	24.9564	-0.0443	0.4228	-0.2731
O	10.7515	6.0359	18.0489	0.1583	0.5938	0.0865
O	9.5637	9.8962	24.2164	0.4129	-0.0082	-0.1377
O	15.8103	7.8329	20.309	0.0463	0.1282	-0.3312
O	16.0155	8.8427	22.8005	-0.5572	0.0484	-0.0131
O	13.4498	7.0604	27.9498	-0.18	0.0998	-0.1075
O	6.0957	0.6952	27.135	0.3438	0.0946	-0.4932
O	7.6259	-1.1627	25.8544	-0.0061	0.2485	-0.3313
O	7.5948	9.1076	22.4638	-0.542	0.1465	0.1952
O	11.3205	-0.8056	22.9794	-0.2455	-0.1138	-0.7499
O	16.0318	5.2794	20.9763	0.2449	-0.6092	-0.1697
O	4.1993	10.9248	22.4949	0.2715	0.0761	-0.2032
O	13.4316	9.1371	20.3141	0.3075	0.2902	0.3095
O	15.6076	-2.2715	20.7399	0.4736	0.3451	-0.1066
O	2.7642	9.5744	24.1797	0.0354	0.3242	0.25
O	14.4023	11.8375	22.6895	-0.0511	0.1867	-0.0195
O	11.1155	12.4593	20.7944	0.0015	-0.1626	0.3641
O	9.872	7.8733	22.4718	0.4998	-0.2824	0.2845
O	13.0874	11.5405	19.3248	0.0538	-0.0806	0.1973
O	8.4973	12.564	20.4317	-0.0074	-0.1404	0.1324
O	1.5507	7.4204	24.9631	0.0048	-0.4437	-0.4163
O	3.9656	1.9216	18.4606	-0.0488	-0.4335	0.2805
O	11.3667	7.6691	20.415	0.0492	0.1543	-0.4125
O	4.6916	5.1831	22.3717	-0.2535	0.1844	-0.1882
O	7.0592	9.8434	18.1061	0.0024	0.1366	0.2896
O	13.2657	10.2581	24.4898	-0.6286	-0.1887	0.0161
O	12.9852	-0.1594	24.8891	0.0369	0.3516	-0.0114
O	4.4269	8.2776	22.4913	0.4607	-0.1618	0.1707
O	6.7536	6.7256	21.6994	0.1875	-0.0299	0.1791
O	8.5786	8.0401	20.2801	0.0291	0.4365	-0.4457
O	13.2063	-1.381	20.0805	-0.3093	0.3056	0.4619
O	15.6927	9.7086	25.2214	0.1394	0.663	0.1258
O	3.8603	2.2193	21.0128	-0.0783	0.0871	0.0437
O	13.9796	7.7461	24.8954	-0.1874	-0.3738	0.1888
O	5.8059	7.1939	25.0294	0.3922	-0.1422	-0.3792
O	11.8803	12.1781	23.6621	-0.1417	-0.5102	-0.1997
O	9.1393	3.0868	25.0879	-0.5547	0.17	-0.03
O	2.5585	9.0409	20.9353	0.2487	0.3825	-0.3065
O	5.315	9.721	24.5428	0.0507	0.6926	-0.1773
O	8.8397	2.2563	22.6496	0.1278	-0.2485	-0.147
O	8.492	11.6716	25.9067	-0.3304	0.0279	-0.08
O	10.1492	-1.7942	25.1821	0.1769	0.1867	0.3173
O	9.6968	5.7475	20.505	0.0656	-0.5168	0.3408
O	6.0515	8.8287	20.271	-0.4734	-0.0868	0.3353
O	9.7564	9.5935	26.9126	0.5795	0.3241	-0.0135

Results
total energy: -85094.490 eV
total energy less fixed offsets of O -438.35, Si -107.03 eV per atom: 3.710 eV
